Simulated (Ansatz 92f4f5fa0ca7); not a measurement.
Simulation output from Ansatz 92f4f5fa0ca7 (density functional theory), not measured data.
Periodic cell of 225 atoms, Si132O91P2, from a study of silicon, its oxide and their interface. The atomic structure is a simulated model.
Doubt: the cutoff is far below the 930 eV that the study's wrapper takes by default for these files, so forces and energies are approximate.
This geometry differs little from another in the collection (a relaxation step or a small displacement).

Settings: functional PBE; potential files Ansatz PAW; basis plane waves; wave-function cutoff 580 eV; density cutoff ratio 5; exchange-correlation grid ratio 1; k mesh 1 x 1 x 1, Gamma-centred; self-consistency stop 5e-08 eV per atom in the density residual; occupations fixed; spin none; net charge 0.

Cell vectors (angstrom)
a  10.938  0  0
b  0  10.938  0
c  0  0  31.9494

Atoms: element, x, y, z (angstrom)
Si  10.5654  0.1306  24.5566
Si  5.0317  0.2035  24.6867
Si  2.7866  2.3821  24.5023
Si  8.496  2.5325  24.605
Si  10.6985  5.6763  24.3399
Si  5.107  5.6632  24.4625
Si  2.9375  8.0022  24.4307
Si  8.3859  7.8895  24.4286
Si  1.2779  1.2444  25.8786
Si  6.7677  1.3901  25.7842
Si  3.9486  4.0649  25.7566
Si  9.6562  4.1133  25.8517
Si  1.3083  6.8506  25.7137
Si  6.7729  6.7662  25.7522
Si  3.9613  9.5291  25.9601
Si  9.4281  9.498  25.853
Si  2.607  -0.0666  27.292
Si  8.0853  -0.0189  27.1873
Si  0.0356  2.7387  27.2295
Si  5.4109  2.7787  27.1439
Si  2.6345  5.4588  27.1396
Si  8.1591  5.4297  27.1452
Si  -0.0291  8.2051  27.1556
Si  5.4775  8.1899  27.1715
Si  4.0644  1.3621  28.5185
Si  9.5257  1.3649  28.5164
Si  1.3601  4.1093  28.5878
Si  6.7983  4.0963  28.5382
Si  4.0734  6.8149  28.4954
Si  9.5323  6.8193  28.5036
Si  1.283  9.5259  28.6239
Si  6.7896  9.5597  28.5796
Si  -0.0473  0.0202  29.9207
Si  5.4399  0.0165  29.9082
Si  2.7417  2.7335  29.913
Si  8.1829  2.7391  29.8961
Si  -0.024  5.4833  29.9051
Si  5.4488  5.4776  29.8944
Si  2.7379  8.1827  29.906
Si  8.2045  8.2005  29.8981
Si  1.3673  1.3673  31.2657
Si  6.8362  1.3673  31.2657
Si  4.1018  4.1018  31.2657
Si  9.5708  4.1018  31.2657
Si  1.3673  6.8362  31.2657
Si  6.8362  6.8362  31.2657
Si  4.1018  9.5708  31.2657
Si  9.5708  9.5708  31.2657
Si  2.7345  0  0.6835
Si  8.2035  0  0.6835
Si  0  2.7345  0.6835
Si  5.469  2.7345  0.6835
Si  2.7345  5.469  0.6835
Si  8.2035  5.469  0.6835
Si  0  8.2035  0.6835
Si  5.469  8.2035  0.6835
Si  4.1107  1.366  2.0551
Si  9.6053  1.3408  2.035
Si  1.3641  4.1242  2.0497
Si  6.8361  4.1248  2.0353
Si  4.102  6.8371  2.0336
Si  9.5829  6.8305  2.0564
Si  1.3673  9.5943  2.0452
Si  6.8361  9.603  2.0434
Si  0.0476  0.0243  3.4567
Si  5.5037  0.0302  3.4423
Si  2.7423  2.7547  3.3885
Si  8.2679  2.7657  3.3298
Si  0.0455  5.5055  3.4542
Si  5.4941  5.5136  3.4103
Si  2.7602  8.2352  3.375
Si  8.2573  8.2718  3.3763
Si  1.4173  1.425  4.824
Si  6.9468  1.4545  4.7155
Si  4.1014  4.1251  4.7315
Si  9.6326  4.0527  4.7519
Si  1.4104  6.956  4.8057
Si  6.8669  6.9678  4.7123
Si  4.1284  9.546  4.7716
Si  9.6531  9.5599  4.8208
Si  2.8007  0.006  6.1168
Si  8.3386  0.0993  6.0764
Si  0.0649  2.7727  6.2664
Si  5.5604  2.823  6.0532
Si  2.8039  5.5729  6.0878
Si  8.2941  5.5729  5.9199
Si  0.1053  8.2913  6.329
Si  5.5364  8.2793  6.2067
Si  4.4751  1.153  7.2899
Si  9.883  1.1208  7.5869
Si  1.2365  4.4819  7.444
Si  6.6998  4.5216  7.2347
Si  4.3665  6.668  7.5103
Si  9.8033  6.5853  7.4261
Si  1.3399  9.9047  7.6917
Si  6.7684  9.9392  7.3963
O  9.5327  1.3417  24.0623
O  4.0606  6.8602  23.9641
O  3.9681  1.3075  24.0333
O  9.529  6.7897  23.9007
O  0.0373  5.5211  7.9581
O  5.6178  0.101  7.888
O  0.1323  0.0562  8.1231
O  5.5881  5.5925  7.856
O  7.6682  3.9424  8.4186
O  8.8212  7.0201  8.6854
O  2.2208  9.3966  9.0348
O  8.9942  1.6578  8.8927
O  7.6673  9.4415  8.6914
O  3.6361  1.7841  8.5458
O  3.5983  7.149  8.911
O  2.1337  4.0074  8.7496
O  8.0314  3.547  23.3882
O  0.4869  5.0747  22.9555
O  1.9337  2.8726  23.1776
O  5.711  4.9219  23.115
O  5.5029  10.0822  23.531
O  2.3356  8.6948  23.0454
O  0.1631  10.2177  23.2545
O  7.7266  8.5976  23.085
Si  8.4993  7.846  18.5872
Si  8.9168  6.2986  13.6932
Si  3.8466  1.2191  14.5132
P  2.5451  5.4558  17.4722
Si  2.4069  3.1044  19.4729
Si  9.8755  8.9525  12.0727
Si  1.2223  9.5506  22.2168
Si  9.1901  0.8821  13.2302
Si  1.4544  4.9038  13.0442
Si  1.8321  8.1158  12.7924
Si  6.5908  9.584  22.4472
Si  4.7124  4.2364  15.3872
Si  8.2631  2.9665  9.5551
P  0.5956  8.3832  19.455
Si  6.9043  1.3591  21.1148
Si  8.2856  8.2466  9.6138
Si  10.9936  5.1308  15.6795
Si  7.5154  9.4547  16.337
Si  9.8615  2.1748  20.4038
Si  3.2597  8.4312  9.8983
Si  6.7317  3.3222  17.3942
Si  1.0604  0.2926  19.98
Si  3.2807  2.688  12.2274
Si  7.1401  5.4647  19.7078
Si  5.8388  8.4942  11.4386
Si  5.9661  5.9257  13.069
Si  4.5438  9.6934  17.6332
Si  1.009  3.7362  22.1437
Si  4.8748  1.4702  18.8333
Si  3.2479  3.0628  9.453
Si  6.5362  10.5779  13.7055
Si  10.3108  0.077  16.03
Si  5.7375  3.5503  11.0643
Si  9.8846  3.8024  11.9324
Si  2.2736  9.8028  15.5413
Si  5.8923  8.1591  19.8756
Si  6.8181  3.9734  22.3888
Si  9.7822  2.737  17.4308
O  7.3052  6.2931  13.9398
O  10.2821  4.0004  16.5692
O  6.0676  9.8959  17.0063
O  10.1333  0.7011  14.5372
O  8.4176  6.27  19.0476
O  5.1344  0.2591  14.2464
O  5.6902  2.0945  17.5824
O  8.2677  2.0576  20.6034
O  2.0802  3.9852  18.1241
O  6.9873  2.6315  10.5334
O  4.9192  2.6362  12.1364
O  6.1587  4.2139  16.1575
O  4.6267  3.876  9.8756
O  10.6083  2.9505  21.6307
O  9.8594  6.1571  15.0475
O  5.898  6.521  19.8728
O  4.0432  0.1964  18.2475
O  9.3538  10.4725  12.3246
O  2.8783  4.1737  12.783
O  1.8829  10.7787  21.3364
O  3.9832  2.6658  19.5113
O  0.6722  9.972  15.9869
O  1.0666  9.9066  18.9944
O  1.6635  1.6537  19.3476
O  8.8668  10.3841  16.5185
O  4.7078  8.6237  18.8605
O  9.5828  8.7051  10.487
O  6.7376  4.2389  18.7347
O  2.903  1.4537  13.1932
O  5.6812  8.7774  21.3608
O  2.5708  2.4353  10.7936
O  7.4826  4.8332  21.1692
O  5.3125  7.3107  12.4575
O  0.5078  8.9599  12.4173
O  7.5853  0.9008  13.5806
O  7.1593  9.4506  14.7379
O  9.1319  4.9516  12.7989
O  8.0278  8.0313  17.0106
O  6.1229  2.5506  21.9388
O  2.4157  8.8923  14.1448
O  0.494  4.31  11.865
O  0.4214  8.6097  21.1064
O  9.3737  3.7998  10.394
O  9.638  2.2935  12.5363
O  7.3867  8.6891  19.4429
O  2.644  8.0681  11.3692
O  4.2901  2.6891  15.0579
O  0.8469  4.3878  14.4652
O  10.0616  3.0213  19.0159
O  9.2389  7.73  12.9631
O  10.4369  0.6485  20.3159
O  6.2577  4.9137  11.7981
O  8.1806  2.6474  17.1136
O  3.4877  4.891  16.2518
O  4.7294  9.031  10.3431
O  1.5658  6.5312  13.1275
O  4.9357  5.2237  14.1119
O  1.9465  3.9637  20.8013
O  10.5538  1.349  17.0339
O  1.1746  5.882  16.6405
O  7.3219  10.9465  21.9193
O  5.9261  0.8769  19.9212
O  6.3053  9.8083  12.2864
O  2.8218  0.406  15.4681
O  7.093  7.804  10.6356
O  9.9672  8.4614  18.9378
O  3.3453  9.14  16.6322

Results
free energy: -137176.217 eV
free energy less fixed offsets of O -568.88, P -755.39, Si -635.61 eV per atom: 3.163 eV

Forces (eV/angstrom), in the order of the atoms: element, x, y, z
Si  -0.0046  0.0071  0.1712
Si  0.029  0.048  0.0239
Si  0.0041  0.0465  0.0465
Si  0.0258  -0.0409  0.1385
Si  0.0261  0.0391  0.0247
Si  -0.0248  -0.0235  0.0254
Si  -0.0033  -0.0286  0.0579
Si  0.0182  0.0148  0.043
Si  -0.0954  0.0543  -0.1008
Si  0.0098  0.0069  -0.0222
Si  -0.0214  0.0186  -0.0284
Si  0.0058  -0.0551  -0.0092
Si  -0.0034  -0.019  -0.0187
Si  0.0169  0.0274  -0.0561
Si  0.0098  0.005  -0.0514
Si  -0.0455  0.049  -0.0628
Si  0.0585  -0.0191  0.0481
Si  0.0597  0.029  -0.0323
Si  -0.0081  -0.0116  -0.0344
Si  0.0052  -0.0484  -0.0059
Si  0.019  0.0302  -0.0191
Si  0.0267  -0.0258  0.0358
Si  0.0344  -0.0222  0.0426
Si  -0.0065  -0.006  0.0391
Si  0.0258  0.0053  -0.0197
Si  -0.0386  -0.0277  -0.0304
Si  0.0485  -0.0317  0.042
Si  0.0037  -0.0023  0.0074
Si  -0.0146  -0.0419  -0.0284
Si  0.0299  -0.0094  -0.0217
Si  -0.0359  -0.0571  0.0498
Si  0.0051  -0.0343  0.0314
Si  0.0192  -0.0146  -0.0088
Si  -0.0047  -0.0061  -0.0084
Si  -0.0228  0.0447  -0.0106
Si  -0.004  0.0092  -0.0145
Si  -0.0329  -0.0031  -0.0116
Si  0  0.0025  0.0016
Si  -0.0342  0.04  -0.0132
Si  -0.0301  0.0221  0.0058
Si  0.0203  0.096  -0.001
Si  0.0078  0.0461  0.0183
Si  0.0393  -0.0114  0.0764
Si  -0.131  -0.0399  -0.0135
Si  0.0038  -0.0416  0.0643
Si  0.0098  0.0454  -0.062
Si  -0.1024  -0.0074  0.0333
Si  -0.2241  -0.0564  0.1516
Si  0.0319  0.006  -0.0425
Si  0.0102  -0.006  -0.1377
Si  0.1103  0.0537  -0.0158
Si  0.0316  0.0548  0.0357
Si  -0.0229  -0.0659  -0.1079
Si  0.0399  0.0661  -0.0789
Si  0.0781  0.0597  0.0603
Si  0.11  0.1015  0.0151
Si  0.0107  -0.0102  -0.0057
Si  -0.0229  0.0099  0.0168
Si  0.0266  -0.0175  -0.0039
Si  0.0383  -0.0267  0.0314
Si  0.0029  -0.0108  0.0124
Si  -0.0064  -0.0095  0
Si  0.036  -0.0093  0.0213
Si  0.0388  -0.0198  -0.0002
Si  -0.0016  0.0147  0.0207
Si  -0.0102  -0.0014  0.0381
Si  -0.0455  0.0131  -0.0108
Si  0.0323  0.028  -0.0722
Si  0.0216  0.0226  0.0409
Si  -0.0203  0.0233  0.002
Si  -0.0084  0.0087  -0.0283
Si  0.0161  0.0721  -0.0246
Si  -0.0222  0.0034  -0.0191
Si  -0.041  -0.03  0.0347
Si  0.014  0.02  0.0158
Si  -0.0119  0.0097  0.0061
Si  -0.0508  -0.0112  0.0119
Si  -0.0163  -0.0386  0.0222
Si  0.0095  0.0332  0.001
Si  -0.0043  -0.0209  -0.0149
Si  0.0363  -0.01  0.0238
Si  -0.0063  0.0014  0.0202
Si  0.0113  0.007  0.0243
Si  0.0131  -0.0116  0.0131
Si  0.008  0.008  0.0123
Si  0.007  -0.0112  0.0173
Si  0.0234  -0.0048  0.0122
Si  0.0011  0.0141  0.0251
Si  -0.0016  -0.0234  -0.0524
Si  0.0093  -0.0151  -0.0468
Si  -0.0142  -0.0084  -0.0686
Si  -0.0036  -0.0027  -0.0442
Si  -0.0092  -0.0072  -0.0433
Si  0.0184  0.0071  -0.0716
Si  -0.0157  -0.0217  -0.0624
Si  -0.013  0.0038  -0.0596
O  -0.0866  0.0361  -0.0812
O  -0.029  0.0305  -0.0094
O  0.0003  -0.0292  0.0222
O  0  -0.0287  0.0198
O  -0.0159  -0.0204  0.0217
O  0.0022  0.0057  0.0172
O  0.0022  0.0042  0.006
O  0.0156  -0.0163  -0.002
O  0.013  -0.0152  0.0161
O  -0.0164  0.0124  0.0266
O  0.0367  -0.0227  0.0444
O  -0.0209  0.0272  0.0197
O  0.0125  -0.0189  0.0196
O  -0.0096  0.0286  0.0152
O  -0.0072  0.0134  0.0155
O  0.0234  -0.0124  0.025
O  -0.022  0.0121  -0.0497
O  0.0369  -0.0516  -0.0569
O  -0.0036  0.0031  -0.037
O  0.0377  -0.0353  -0.0233
O  0.0258  -0.0268  -0.0138
O  -0.0214  0.0279  -0.0321
O  0.0145  0.0071  -0.0181
O  -0.0518  0.0468  -0.041
Si  -0.0055  -0.0007  -0.0143
Si  -0.0013  0.0009  0.0119
Si  -0.0068  -0.0138  0.0089
P  0.0034  -0.0538  -0.0434
Si  0.0097  -0.0049  0.0013
Si  0.0008  -0.0022  0.0154
Si  0.0223  0.0171  0.0167
Si  0.0011  -0.0032  0.0171
Si  0.0017  0.0003  0.0267
Si  0.0013  -0.0091  0.005
Si  0.0124  -0.0456  0.0209
Si  -0.0083  -0.0035  0.0115
Si  0.0071  -0.0124  -0.0033
P  -0.0348  0.0378  0.0196
Si  -0.0041  -0.0021  -0.0156
Si  -0.0008  0.0016  -0.0053
Si  -0.0113  -0.0247  -0.0193
Si  -0.0051  -0.0093  -0.0057
Si  0.0038  0.0059  -0.0152
Si  -0.0198  0.0108  -0.0204
Si  -0.003  0.0029  -0.008
Si  -0.0044  -0.0086  -0.0135
Si  -0.0098  -0.0116  0.0146
Si  0.0012  -0.0039  -0.0072
Si  0.0045  0.0015  0.0165
Si  0.0071  0.0029  0.0135
Si  0.0082  0.0016  -0.0198
Si  0.0169  0.0261  0.0445
Si  0.0085  0.0028  -0.0142
Si  -0.0166  -0.013  -0.0109
Si  0.0011  -0.0082  0.0108
Si  -0.0097  0.0061  -0.0036
Si  -0.001  -0.008  0.0163
Si  -0.0028  -0.0103  0.0181
Si  -0.0005  0.0072  -0.0008
Si  0.0113  0.0064  -0.0122
Si  -0.0214  0.0217  0.0112
Si  -0.0082  -0.005  -0.0097
O  0.0013  -0.0039  -0.0086
O  -0.0015  -0.0016  0.0038
O  -0.0072  -0.0029  0.0073
O  0.0017  -0.0011  -0.0011
O  0.0002  -0.0021  0.0093
O  -0.0043  -0.0062  -0.0094
O  -0.0002  -0.0038  0.0078
O  0.0021  -0.0009  0.0134
O  0.0116  0.0502  -0.0023
O  -0.0146  0.0013  -0.0034
O  0.003  -0.0035  -0.0126
O  0.0001  -0.0027  0.0017
O  0.0112  0.0021  -0.004
O  -0.0038  -0.003  0.0015
O  0.0098  0.0016  0.0044
O  -0.0067  -0.0048  0.0046
O  -0.002  -0.0093  0.0063
O  -0.0007  0.0012  -0.0103
O  0.0012  0.0011  -0.0075
O  -0.0054  -0.0074  0.0006
O  -0.0083  0.0013  0.0116
O  0.002  -0.0125  -0.0008
O  -0.011  -0.0185  0.0054
O  -0.005  -0.0062  0.0095
O  0.005  -0.0013  -0.0005
O  -0.0111  -0.0045  0.0053
O  0.0058  -0.0015  0.0023
O  0.0014  -0.0033  -0.0056
O  0.006  -0.0025  -0.0077
O  -0.005  -0.0025  0.0001
O  0  -0.0041  0.0096
O  0.002  0.0061  -0.0066
O  0.0001  -0.0087  -0.0107
O  0.0041  -0.0064  -0.0104
O  0.0014  -0.0043  -0.0114
O  0.0023  -0.0012  -0.0016
O  -0.0023  0.0044  -0.0095
O  0.0025  -0.0033  0.01
O  0.0055  -0.0121  0.006
O  -0.0006  -0.0007  0.0006
O  0.0043  -0.0041  -0.0144
O  -0.0113  -0.0265  -0.0167
O  0.0045  0.0013  -0.003
O  0.0001  -0.0053  -0.0124
O  -0.0004  -0.0026  0.0076
O  -0.0137  -0.0049  0.0149
O  0.0046  0.0103  -0.0098
O  -0.0115  0.0012  -0.0047
O  0  -0.0027  0.0048
O  -0.0011  -0.0101  -0.0089
O  0.0061  -0.0061  0.0124
O  -0.0043  -0.0008  -0.0089
O  0.0004  0.0003  0.0053
O  -0.0286  0.0179  0.0336
O  0.0141  -0.0011  -0.0024
O  -0.0026  -0.004  -0.0126
O  -0.002  -0.0078  -0.002
O  0.005  -0.0127  -0.0177
O  0.0005  -0.0031  0.0027
O  0.0397  0.0101  0.0187
O  -0.0028  0.0085  0.013
O  -0.012  0.0001  0.0027
O  0.0014  0.0049  -0.0084
O  -0.0026  -0.0003  -0.0033
O  -0.0198  -0.0057  -0.0004
O  0.0321  -0.0058  0.019
O  0.0023  -0.0131  0.01

The program warned: the cutoff lies below the one the program advises for these potential files; the forces do not sum to zero within the program's tolerance; the exchange-correlation potential is rough where the density is thin.
